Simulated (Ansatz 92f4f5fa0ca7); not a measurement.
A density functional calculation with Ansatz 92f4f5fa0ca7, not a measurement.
Periodic cell of 220 atoms, Si132O88, from a study of silicon, its oxide and their interface. The atomic structure is a simulated model.
Doubt: the cutoff is low for norm-conserving oxygen, so forces and energies are approximate.

Settings: functional HSE06; potential files SPMS norm-conserving; basis plane waves; wave-function cutoff 800 eV; density cutoff ratio 4; exchange-correlation grid ratio 1; k mesh 1 x 1 x 1, Gamma-centred; occupations fixed; spin none; net charge 0.

Cell vectors (angstrom)
a  10.938  0  0
b  0  10.938  0
c  0  0  33.3183

Atoms: element, x, y, z (angstrom)
Si  -0.2097  0.1931  25.7544
Si  5.9681  -0.5552  25.7717
Si  2.8513  2.7975  25.8445
Si  8.3384  2.3165  25.9205
Si  -0.4861  6.0037  25.7295
Si  5.3616  5.6894  25.7988
Si  3.012  7.8363  25.8281
Si  8.222  8.2204  26.1521
Si  1.4161  1.3564  27.069
Si  6.8609  1.1404  27.2421
Si  4.2209  4.1046  27.1814
Si  9.5207  4.1247  26.9934
Si  1.3254  6.7912  27.1273
Si  6.8085  6.7989  27.2956
Si  4.1798  9.4688  27.0879
Si  9.6834  9.6204  27.264
Si  2.7715  -0.0371  28.4576
Si  8.2635  -0.0612  28.6312
Si  0.0128  2.7647  28.4415
Si  5.5262  2.6677  28.5244
Si  2.7389  5.4327  28.5144
Si  8.2201  5.4034  28.5343
Si  0.0721  8.1887  28.5584
Si  5.4615  8.1944  28.5904
Si  4.1018  1.3673  29.9
Si  9.5708  1.3673  29.9
Si  1.3673  4.1018  29.9
Si  6.8362  4.1018  29.9
Si  4.1018  6.8362  29.9
Si  9.5708  6.8362  29.9
Si  1.3673  9.5708  29.9
Si  6.8362  9.5708  29.9
Si  0  0  31.2673
Si  5.469  0  31.2673
Si  2.7345  2.7345  31.2673
Si  8.2035  2.7345  31.2673
Si  0  5.469  31.2673
Si  5.469  5.469  31.2673
Si  2.7345  8.2035  31.2673
Si  8.2035  8.2035  31.2673
Si  1.3673  1.3673  32.6345
Si  6.8362  1.3673  32.6345
Si  4.1018  4.1018  32.6345
Si  9.5708  4.1018  32.6345
Si  1.3673  6.8362  32.6345
Si  6.8362  6.8362  32.6345
Si  4.1018  9.5708  32.6345
Si  9.5708  9.5708  32.6345
Si  2.7345  0  0.6835
Si  8.2035  0  0.6835
Si  0  2.7345  0.6835
Si  5.469  2.7345  0.6835
Si  2.7345  5.469  0.6835
Si  8.2035  5.469  0.6835
Si  0  8.2035  0.6835
Si  5.469  8.2035  0.6835
Si  4.1018  1.3673  2.0507
Si  9.5708  1.3673  2.0507
Si  1.3673  4.1018  2.0507
Si  6.8362  4.1018  2.0507
Si  4.1018  6.8362  2.0507
Si  9.5708  6.8362  2.0507
Si  1.3673  9.5708  2.0507
Si  6.8362  9.5708  2.0507
Si  0  0  3.418
Si  5.469  0  3.418
Si  2.7345  2.7345  3.418
Si  8.2035  2.7345  3.418
Si  0  5.469  3.418
Si  5.469  5.469  3.418
Si  2.7345  8.2035  3.418
Si  8.2035  8.2035  3.418
Si  1.2603  1.4869  4.76
Si  6.8076  1.3937  4.8205
Si  4.1072  4.077  4.8255
Si  9.5203  4.1445  4.8526
Si  1.3589  6.8432  4.7542
Si  6.7945  6.8899  4.8271
Si  4.1298  9.5726  4.8011
Si  9.5414  9.5985  4.6391
Si  2.6461  0.0449  5.95
Si  8.271  -0.0008  6.03
Si  -0.0747  2.8343  6.3225
Si  5.4491  2.7018  6.3039
Si  2.746  5.5474  6.1537
Si  8.1014  5.4785  6.2256
Si  -0.0849  8.2407  5.9465
Si  5.5383  8.3302  6.3097
Si  3.662  1.5415  7.3959
Si  9.7898  1.0512  7.4696
Si  1.6083  4.021  7.5775
Si  6.5347  4.3595  7.6597
Si  4.336  6.6793  7.4813
Si  9.3741  7.1079  7.3324
Si  1.0771  9.8097  7.1927
Si  7.2925  9.4702  7.5743
O  1.8644  3.8882  25.1119
O  7.149  9.2616  25.3561
O  2.7159  2.8507  7.8129
O  8.3551  8.2431  8.0259
O  5.3917  5.5123  7.9594
O  0.0555  -0.0142  7.8538
O  4.1588  6.7357  25.307
O  9.5368  1.2912  25.3538
O  1.7552  8.9777  8.4004
O  1.3572  4.6028  9.3351
O  8.9907  1.3273  8.8782
O  6.9846  10.4648  8.8791
O  3.6692  0.6973  8.8288
O  3.6453  7.1937  8.877
O  7.0513  3.8805  9.1566
O  10.4244  6.3205  8.3586
O  3.8474  2.1121  24.7192
O  5.421  0.0107  24.3171
O  7.2148  2.7016  24.7486
O  11.1154  5.691  24.2465
O  9.2817  7.1517  25.3822
O  2.2901  8.4525  24.4807
O  6.2122  5.1485  24.4714
O  0.3738  10.3544  24.3992
Si  2.4515  8.0799  9.5299
Si  10.9933  6.7025  14.3051
Si  -0.008  -5.1433  17.149
Si  4.1628  0.8648  23.713
Si  7.4318  -2.0306  20.3043
Si  8.2846  0.8053  21.2129
Si  1.7124  9.7367  23.6561
Si  10.4848  9.4683  14.4035
Si  3.9047  9.8193  11.7597
Si  4.9317  16.1602  12.0391
Si  6.9169  1.7938  16.7826
Si  4.621  7.4667  20.2239
Si  13.2109  8.5217  14.0915
Si  3.742  1.5287  10.245
Si  7.9261  11.4668  9.8438
Si  1.7155  8.3711  20.7808
Si  2.5228  -5.4087  21.2449
Si  2.1797  4.0016  10.9029
Si  8.2439  4.3925  17.5298
Si  6.9478  3.9163  23.6749
Si  12.607  3.6603  18.7955
Si  6.368  3.0914  10.4395
Si  4.5222  2.9639  18.3943
Si  7.9367  -0.2502  14.9955
Si  10.3172  4.5076  12.1817
Si  -1.3699  3.1217  22.551
Si  6.2172  7.9198  12.2982
Si  8.5651  9.6305  12.2727
Si  5.5475  2.3182  21.3738
Si  12.0193  4.407  23.7901
Si  9.8548  2.7124  19.6667
Si  11.1899  5.9664  9.7383
Si  -5.3525  5.8741  17.6523
Si  -0.8649  -2.6038  19.0108
Si  7.9946  10.1087  17.7044
Si  4.7762  6.7892  14.6559
O  7.6181  10.2905  13.4541
O  6.9852  9.5361  18.8568
O  7.8056  8.1863  11.9892
O  -1.5939  1.1867  20.012
O  4.5444  5.487  13.6282
O  7.4999  9.6381  16.2068
O  -1.4317  -1.3824  18.0575
O  4.8822  13.5717  9.9335
O  5.4199  9.2455  11.762
O  1.3208  7.0985  10.1825
O  7.0551  1.108  15.2931
O  8.4725  4.2165  23.1286
O  5.6145  6.615  11.4922
O  1.4805  6.7781  21.0812
O  -2.1392  7.9888  20.0426
O  10.1192  9.5717  12.7872
O  15.7361  4.4872  17.9212
O  6.0472  8.1271  20.8294
O  2.8246  -0.0293  23.6404
O  3.1193  9.5315  13.1401
O  5.9973  3.5138  22.4085
O  9.963  3.5734  21.0486
O  2.2305  4.3573  20.1625
O  -5.9387  6.9982  18.6956
O  0.5253  -2.1078  19.749
O  8.6456  10.4877  10.903
O  11.6165  6.2081  15.7402
O  12.0137  4.2711  12.0058
O  9.604  10.6579  15.128
O  10.2578  5.5436  13.4862
O  0.4063  2.6387  19.0158
O  3.9829  11.4212  11.4581
O  1.3179  7.3514  13.4329
O  12.0936  9.5426  14.79
O  7.192  5.6018  17.9027
O  3.4215  -3.2481  14.9336
O  12.0711  4.8718  17.8562
O  10.9782  3.2049  23.3777
O  5.9145  18.6385  13.8971
O  2.2108  4.8309  22.6949
O  6.8458  1.4829  20.8992
O  5.3253  -4.6129  16.1101
O  1.4435  -1.6699  22.1253
O  -2.1936  3.5534  18.8335
O  9.5567  4.9851  16.7929
O  9.3941  3.2752  12.1509
O  4.5047  1.3736  22.2075
O  3.3052  -2.4304  20.2584
O  2.9031  2.7582  18.1916
O  3.5428  4.8533  11.1948
O  6.0402  4.0336  11.7474
O  9.9814  7.9384  14.7543
O  -6.0739  2.8409  19.9983
O  7.8624  11.7545  17.72
O  7.9745  -0.8086  21.3103
O  4.0598  6.1509  21.0901
O  8.9372  1.5826  22.5303
O  2.4128  2.4269  10.6047
O  18.425  3.3048  16.5887
O  3.0327  9.0726  10.6287
O  10.1393  5.5594  10.8478
O  7.1141  1.6639  10.676
O  10.5004  -3.9047  18.1276
O  5.413  1.9243  17.4703

Results
free energy: -54370.061 eV
free energy less fixed offsets of O -447.96, Si -113.29 eV per atom: 4.699 eV
gap between the highest filled and lowest empty level on this k mesh: 1.183 eV

The program warned: the cutoff lies below the one the program advises for these potential files; the forces do not sum to zero within the program's tolerance; the exchange-correlation potential is rough where the density is thin.
